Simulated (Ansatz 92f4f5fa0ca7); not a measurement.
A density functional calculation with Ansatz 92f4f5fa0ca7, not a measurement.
Periodic cell of 254 atoms, Si144O106N4, from a study of silicon, its oxide and their interface. The atomic structure is a simulated model.
This geometry differs little from another in the collection (a relaxation step or a small displacement).

Settings
functional: r2SCAN
potential files: Ansatz PAW
basis: plane waves
wave-function cutoff: 800 eV
density cutoff ratio: 5
exchange-correlation grid ratio: 1
k mesh: 1 x 1 x 1, shifted by 0.5 0.5 0 of a step
self-consistency stop: 1e-10 eV per atom in the density residual
occupations: fixed
spin: none
net charge: 0

Cell vectors (angstrom)
a	10.887	0	0
b	0	10.887	0
c	0	0	35.8817

Atoms and the computed forces on them: element, x, y, z (angstrom), force x, y, z (eV/angstrom)
Si	-0.4481	-0.3341	-0.1475	0.0152	0.0191	0.0512
Si	3.1031	2.4435	-0.288	-0.0044	-0.0271	0.0833
Si	-0.3695	5.6401	0.2568	0.0051	0.0144	0.0447
Si	3.1993	7.5471	-0.0881	0.0072	0.0018	0.0635
Si	5.3859	0.2612	0.0486	-0.016	-0.0013	0.0356
Si	7.7164	3.2912	0.1884	-0.0112	-0.006	0.0474
Si	5.4089	5.3674	0.3965	-0.0047	-0.0054	0.0311
Si	8.3819	7.8884	0.3215	-0.0018	-0.0164	0.0458
Si	1.1867	1.313	0.8505	0.0023	0.0003	0.004
Si	3.9685	3.9087	1.4407	-0.0001	0.003	-0.0058
Si	1.4447	6.6982	1.3217	0.0022	-0.0015	-0.0043
Si	4.1497	9.4162	1.1361	-0.0032	-0.0015	-0.0058
Si	6.7873	1.4829	1.4329	0.0051	-0.002	-0.0033
Si	9.3345	4.2055	1.6349	0.0072	-0.0048	-0.0136
Si	6.7964	6.7685	1.6015	0.0009	0.0012	-0.0071
Si	9.4842	9.453	1.6396	-0.0047	0.0029	-0.0125
Si	-0.031	2.6562	2.5423	-0.0018	-0.0028	-0.005
Si	2.6338	-0.045	2.4087	-0.0013	-0.0017	0
Si	0.1044	8.0941	2.7822	0.0065	0.0028	0.0008
Si	2.6561	5.3255	2.7635	-0.0025	0.0027	0.0021
Si	5.4013	2.7058	2.8498	0.0002	-0.0033	0.0035
Si	8.1081	0.0455	2.785	-0.0008	0.0032	0.0036
Si	5.405	8.2169	2.7494	-0.0031	0.0005	0
Si	8.0984	5.4996	3.0502	-0.0024	-0.0016	0.0036
Si	1.2748	3.9829	4.0542	0.003	-0.0016	-0.0016
Si	3.9782	1.2653	3.9954	0.0009	0.0016	0.0018
Si	1.4179	9.5541	4.0255	-0.002	0.0005	0.0003
Si	4.0537	6.7719	4.0494	-0.0008	0.0003	0.0017
Si	6.7361	4.0606	4.2478	0.0012	0.0004	-0.0007
Si	9.5527	1.3671	4.0455	-0.0009	-0.0023	0.0016
Si	6.7533	9.5578	4.1205	-0.0032	0.0017	0.0004
Si	9.5766	6.8401	4.2178	-0.0016	-0.0038	0.0032
Si	0.0135	0.0018	5.4045	-0.0002	0	0.002
Si	2.6816	2.67	5.4051	-0.0028	-0.0023	0.0011
Si	0.0033	5.3804	5.4815	0.0003	0.0005	0.0026
Si	2.737	8.1657	5.4123	0.0032	-0.0026	0.0024
Si	5.3723	-0.0087	5.4433	-0.0006	-0.002	0.0018
Si	8.1952	2.6892	5.4679	-0.0022	0.0002	0.0029
Si	5.3885	5.4723	5.4986	-0.0023	-0.0003	0.0021
Si	8.1554	8.2221	5.4816	0.0004	0.0008	0.0021
Si	1.3438	1.3495	6.8063	0.0006	-0.0011	0.0016
Si	4.037	4.0691	6.7875	-0.0003	-0.0004	0.0039
Si	1.3786	6.7943	6.7736	-0.0004	-0.0012	0.0026
Si	4.0835	9.495	6.8182	0.0009	0.0007	0.0003
Si	6.7993	1.329	6.7812	0.0004	-0.0008	0.0024
Si	9.5291	4.0499	6.8462	0.0005	0.001	0.0017
Si	6.7931	6.8203	6.8192	0.0001	-0.001	0.0035
Si	9.5312	9.5697	6.8071	-0.0003	0.0012	0.0016
Si	0.0242	2.7192	8.2134	0.0007	-0.001	0.004
Si	2.7173	-0.0119	8.1387	-0.0004	-0.0008	0.0032
Si	0.0067	8.1669	8.1094	0.0001	-0.0018	0.0015
Si	2.7285	5.4602	8.1677	0.0007	-0.0009	0.0031
Si	5.4647	2.7296	8.1008	0.0003	0.0002	0.0013
Si	8.1626	0.0072	8.1925	0.0003	-0.0028	0.0028
Si	5.4415	8.16	8.2009	0.0012	-0.0011	0.0023
Si	8.1672	5.4433	8.1436	-0.0001	-0.0011	0.0023
Si	1.3963	4.1258	9.5536	-0.0028	0.0001	0.0012
Si	4.1016	1.3796	9.441	-0.0002	-0.0011	0.0029
Si	1.3657	9.5069	9.4864	-0.0004	0.001	0.0027
Si	4.0692	6.8117	9.572	0.0016	-0.0025	0.0024
Si	6.8149	4.0765	9.4837	-0.0015	0.0005	0.0032
Si	9.5372	1.3605	9.5633	-0.0001	-0.0011	0.003
Si	6.825	9.4921	9.5505	0.0009	0.0004	0.0019
Si	9.5501	6.8034	9.4639	-0.0011	-0.0008	0.0025
Si	0.0487	-0.0338	10.8718	-0.0033	0.0028	0.0015
Si	2.8284	2.7679	10.8485	-0.0001	-0.0002	0.0017
Si	0.0302	5.5299	10.8794	0.0019	-0.0021	-0.0017
Si	2.6626	8.1797	10.9312	0.0018	-0.0027	0.0016
Si	5.4096	0.0044	10.8057	-0.0005	-0.0035	-0.0015
Si	8.1909	2.7755	10.8872	0.0003	-0.001	0.0025
Si	5.4732	5.421	10.8548	-0.0019	0.0012	-0.0027
Si	8.2184	8.0974	10.8768	-0.0028	0.0002	0.0004
Si	1.4642	1.3898	12.1289	0	-0.0012	0.0017
Si	4.1686	4.1142	12.2876	-0.0002	-0.0007	0.0023
Si	1.2877	6.8774	12.3802	-0.0002	0	0.001
Si	4.0243	9.5967	12.2099	-0.0033	0.0009	0.0012
Si	6.7788	1.3524	12.1178	0.0008	0.0023	0.0025
Si	9.6017	4.173	12.2244	-0.003	-0.0019	0.0017
Si	6.8695	6.6964	12.2209	0.0007	0	0.0003
Si	9.6101	9.4277	12.2211	0.0032	-0.0006	-0.0003
Si	0.15	2.786	13.4521	-0.0024	-0.0061	-0.01
Si	2.7226	0.1098	13.6493	-0.0023	0.003	-0.0144
Si	-0.0429	8.2253	13.9168	-0.0033	0.005	-0.002
Si	2.7139	5.4871	13.6128	-0.0002	-0.0006	-0.0072
Si	5.5748	2.688	13.6151	-0.0028	-0.0021	-0.0111
Si	8.2016	-0.015	13.3458	0.0047	0.001	-0.0059
Si	5.4558	8.1741	13.3623	0.004	-0.0017	-0.0145
Si	8.2524	5.3958	13.7249	0.0038	0.0039	-0.0073
Si	1.6597	3.8487	14.9386	-0.0206	0.0055	0.0607
Si	3.9557	1.6742	14.9811	0.0116	-0.0035	0.0451
Si	1.0018	10.1017	15.0268	0.0097	-0.0038	0.0478
Si	4.1693	6.8803	14.7849	0.0044	0.0029	0.05
Si	7.4056	3.505	14.9022	-0.0017	-0.0011	0.0493
Si	9.6352	1.3337	14.5611	-0.0004	-0.0001	0.0254
Si	6.9573	9.3943	14.6165	-0.0017	0.0034	0.0336
Si	9.0746	7.1134	15.1985	-0.0033	-0.0165	0.0605
Si	3.8348	-6.8723	18.9299	0.0041	-0.0004	0.0043
Si	1.4988	18.8829	23.979	0.0145	0.0023	-0.0738
Si	16.9611	-11.8051	29.4474	0.0121	0.0195	-0.0043
Si	-23.8137	-7.7355	22.2353	0.0039	0.01	-0.065
Si	-10.2663	6.0024	26.3143	-0.0111	0.0077	-0.0603
Si	-6.2977	-6.9543	23.2939	0.0018	0.0051	-0.0645
Si	1.6296	0.0003	21.2798	-0.0024	0.0039	-0.0335
Si	17.8108	11.8098	21.7022	-0.0009	-0.006	-0.0463
Si	5.4328	-0.05	17.0406	0.0001	0.002	0.0627
Si	-5.1106	26.884	16.7614	-0.0085	0.0056	0.0393
Si	3.0302	8.9074	17.0533	-0.0017	-0.0053	0.0546
Si	-17.5712	12.7153	20.9181	-0.0021	0.0067	-0.0386
Si	5.987	-1.5521	22.5453	0.0099	-0.0018	-0.054
Si	7.4494	-3.4568	20.786	0.0033	-0.0018	-0.0311
Si	24.3948	7.839	21.4171	-0.0113	-0.0123	-0.0343
Si	14.6719	10.0712	24.3494	0.0011	-0.0059	-0.0547
Si	-4.5901	-12.1567	26.2746	0.0078	-0.0068	-0.1185
Si	-7.655	4.3688	30.0002	-0.0036	0.0031	-0.0047
Si	-8.6071	12.8697	27.9926	-0.004	-0.0147	-0.0492
Si	4.833	6.0279	21.1893	-0.0025	-0.006	-0.0361
Si	2.9384	-11.7233	29.3796	-0.0003	0.0166	-0.0072
Si	9.1254	3.5942	19.1273	-0.0022	-0.0035	0.0064
Si	7.9903	0.7051	18.8777	0.001	0.0039	-0.0006
Si	-12.2188	-17.759	33.9467	0.019	-0.0111	0.0761
Si	18.2678	-3.1242	24.4805	-0.0011	0.0207	-0.0539
Si	-13.7196	-4.5123	18.0403	-0.0078	0.0112	0.0332
Si	-0.0119	1.2868	23.5919	0.0001	-0.0073	-0.0597
Si	-13.5682	-11.2961	24.2032	0.0028	-0.0117	-0.0479
Si	1.1215	-14.3267	18.9961	0.0055	-0.0065	0.0049
Si	-4.8977	3.9124	30.9964	-0.0004	-0.005	0.0101
Si	19.0464	5.9357	32.1754	0.006	-0.0098	0.03
Si	-21.2902	-7.8932	26.0536	0.0027	0.0042	-0.0656
Si	-14.3656	-6.2387	24.4535	-0.0086	-0.0055	-0.0563
Si	-9.9864	15.4434	17.9223	-0.0006	0.0056	0.0324
Si	-9.5736	19.7208	33.7667	0.009	0.011	0.0825
Si	-0.4094	7.5865	31.3424	0.0154	0.0015	0.0171
Si	7.8843	1.61	30.0446	-0.0054	-0.0203	-0.0097
Si	-8.9345	0.3447	32.0198	0.0097	-0.0188	0.0304
Si	7.7762	-0.7561	34.2429	-0.0049	0.0017	0.1132
Si	-0.6485	-1.0074	19.7645	-0.0053	-0.0027	-0.0159
Si	-3.0618	8.7651	31.5791	-0.0053	0.0098	0.034
Si	-12.6488	4.4453	26.6455	-0.0213	0.0108	-0.0639
Si	-8.1057	2.0833	24.9345	0.0088	-0.0015	-0.0612
Si	-0.7033	13.5835	28.6845	-0.0042	0.0068	-0.038
Si	-12.2162	-2.4206	22.5161	-0.0153	0.01	-0.0487
Si	21.205	-8.7328	31.5875	-0.0019	0.0126	0.0465
Si	12.6747	28.8896	29.0738	-0.0032	-0.005	-0.0295
Si	-7.3268	13.841	32.5399	-0.01	-0.0086	0.0733
O	-0.6407	3.3061	32.6952	0.0046	-0.0241	-0.0498
O	4.1437	-3.403	21.0122	0.0024	0.0059	0.0105
O	2.8236	-7.777	29.0354	0.0084	0.0072	0.0104
O	-3.1282	8.652	34.9083	-0.0052	0.0327	-0.0535
O	-12.414	-2.1568	31.0257	0.0075	-0.0049	-0.0079
O	-10.3839	11.9451	32.0745	-0.001	-0.0012	-0.0237
O	-14.1443	4.4031	26.0605	0.0118	-0.0026	0.0294
O	-1.7548	10.9152	34.7553	-0.0262	0.0019	-0.044
O	1.1348	6.6632	27.6797	0.0075	0.0101	0.043
O	17.2712	-0.0434	34.6674	0.0336	-0.0119	-0.0509
O	13.4975	0.4318	28.3961	0.0011	-0.0076	0.0467
O	-11.8948	5.8541	26.318	0.0075	-0.0064	0.0194
O	6.193	9.7729	27.8571	0.0044	0.0017	0.0322
O	6.1092	18.9539	23.5285	0.0099	-0.0034	0.0378
O	13.542	27.5997	29.5736	0.0049	-0.0015	0.0058
O	-3.3687	7.3972	32.3886	-0.0038	0.0073	-0.0179
O	0.1697	8.2993	23.0918	0.0081	-0.0008	0.0243
O	-0.2556	3.6338	18.5547	0.0083	0.0014	-0.0071
O	0.9498	4.3894	16.3099	0.0177	-0.0107	-0.0655
O	6.5082	6.3178	17.5426	-0.0017	-0.0023	-0.0177
O	10.8243	8.5388	19.066	0.0004	0.0043	0.0004
N	11.4955	-8.5909	27.6415	0.0012	-0.0137	0.0357
O	-4.8945	3.9754	24.0981	0.0032	-0.0016	0.0209
O	-2.1596	7.2447	21.7996	-0.0025	0.0057	0.0252
O	8.3752	-5.9727	18.6195	-0.0046	-0.0027	-0.0126
O	6.8589	3.9875	16.3597	0.0145	-0.019	-0.0469
O	5.1516	5.7435	15.4266	-0.0116	0.0123	-0.0303
O	-8.5168	9.2674	24.5444	-0.0019	0.0042	0.025
O	7.9726	8.3066	15.2656	-0.0115	0.0106	-0.021
O	-6.6516	13.4307	19.4671	-0.0036	-0.0026	0.0108
O	2.2791	-1.4778	21.2775	0.0004	0.0052	0.0054
O	6.5913	0.3551	18.1141	-0.0108	0.0038	-0.0048
O	-2.0401	1.5057	31.3581	-0.0091	-0.0028	-0.0167
O	-3.9753	2.8809	30.1762	-0.0001	-0.0026	0.0039
O	8.0402	7.4526	19.2657	-0.0058	-0.0107	-0.0041
O	-3.4954	-0.2441	25.6141	-0.007	0.0035	0.0373
O	2.8178	2.7819	15.4022	0.003	-0.0006	-0.0078
O	-2.3336	2.3706	15.3084	-0.0015	0.0014	-0.0127
O	4.2683	9.8257	17.5849	-0.0029	0.0028	-0.0145
O	9.564	11.3758	24.195	-0.0044	0.0023	0.0186
O	3.5258	7.8351	15.9458	0.0115	-0.0198	-0.0539
O	-8.8453	10.3443	30.6817	0.0072	-0.0054	-0.0093
O	6.4371	6.175	20.9987	-0.0094	-0.0035	0.0046
O	1.7979	9.7717	16.4312	-0.0232	0.0153	-0.056
O	6.1924	-0.7773	15.8388	0.0252	-0.0269	-0.0708
O	3.4241	-18.3405	24.297	-0.0109	-0.0051	0.0341
O	17.4668	-2.0954	21.1078	-0.005	0.0103	0.021
O	7.4462	2.3337	22.2501	-0.0089	0.0092	0.0224
O	4.4508	5.4004	22.6334	0	-0.0118	0.0261
O	9.2044	10.5153	18.6675	0.0072	-0.0059	0.0002
O	-1.8012	3.7103	20.7438	-0.0033	-0.0063	0.0282
N	-3.8796	10.6887	22.9579	0.0045	-0.0012	0.0248
O	5.4362	0.8028	21.0558	0.0052	-0.0036	0.0207
O	-4.3925	-17.464	35.5597	-0.0004	0.0025	-0.0203
O	-6.4424	-12.0077	22.8819	-0.0098	0.0057	0.0251
O	2.7822	11.9887	21.0727	-0.0006	-0.0026	0.01
O	0.6243	6.1238	18.2293	0.0053	-0.0022	-0.0114
O	4.6438	1.2204	16.4075	-0.0184	0.0142	-0.0547
O	-2.464	2.2401	18.5683	0.0012	0.0002	-0.0009
O	-0.6777	-8.5288	22.5816	0.0101	-0.0014	0.0375
O	-1.8082	6.6734	16.8004	0.0116	0.0166	-0.067
O	4.5031	-0.8032	29.7819	-0.003	0	0.0078
O	-2.3815	-5.7159	33.5405	-0.0111	0.0152	-0.0328
O	-20.5869	-6.3991	26.0897	0.0013	-0.0025	0.0178
O	-16.6134	3.2171	32.2472	0.0097	0.0056	-0.0174
O	4.5094	-7.9812	22.0633	0.0054	0.0074	0.0296
O	-11.0915	0.313	15.3894	-0.0008	0.0001	-0.0242
O	2.4381	-13.6919	18.3009	0.0013	0.0134	-0.0093
O	9.6562	-12.2444	21.2661	0.0034	-0.0042	0.0196
O	15.5109	4.3808	17.5889	0.01	0.0021	-0.0134
O	15.1152	5.0862	20.0479	0.0069	0.0043	0.0127
O	-10.259	-3.4661	30.1403	-0.0003	0.0015	0.0135
O	-10.4594	-13.7527	32.6775	-0.0212	-0.0131	-0.044
O	-34.9629	-6.7062	23.442	-0.0013	0.0144	0.0308
O	-8.6199	4.0763	18.6148	-0.0067	-0.0003	-0.0108
O	-0.093	2.8273	30.1834	0.0022	0.0085	0.0007
O	-6.0345	-17.2722	30.0017	0.0047	0.0036	0.0037
O	7.7092	-0.902	32.6336	0	-0.0169	-0.029
O	-9.7875	-3.8933	25.1522	-0.0044	-0.0203	0.0479
O	14.0347	12.3158	32.1293	0.0002	-0.006	-0.0174
O	4.1883	-9.653	35.3767	-0.0011	0.0087	-0.0125
O	-1.4267	-6.7932	28.1951	0.0071	-0.0071	0.0356
O	0.9094	0.2937	22.7035	-0.0056	0.0075	0.0246
O	-9.3118	-3.8653	20.4881	0.0104	0.013	0.0083
O	-13.9022	11.4753	20.4671	-0.0048	-0.0051	0.0269
O	-6.0551	-1.1041	25.5676	0.0083	0.0014	0.0341
O	0.5536	-10.8277	20.0632	0.0059	0.0018	0.0131
O	8.6561	13.8195	34.7669	0.0197	0.0045	-0.0521
O	-7.8867	2.2048	26.5448	-0.0125	0.0027	0.0359
O	6.7697	-2.0706	30.3471	-0.0053	0.0147	-0.0076
O	2.4787	7.8768	34.36	-0.0262	0.019	-0.0627
O	-1.0869	-7.665	25.7996	0.01	-0.0007	0.0277
O	-1.2683	-4.6886	31.469	0.0025	0.0078	-0.0085
O	-3.2922	6.2207	24.3176	0.003	0.0049	0.0213
O	-10.5074	-1.5281	34.9784	0.0296	-0.0265	-0.0605
O	-7.3975	0.7757	24.3371	-0.0042	0.0063	0.0149
O	-0.1268	15.5756	34.813	-0.0127	-0.022	-0.0514
O	6.9104	8.1409	25.9843	-0.0047	0.0118	0.0337
N	-2.2468	8.8225	23.9479	-0.0024	0.0082	0.025
O	3.101	14.0576	34.0989	0.0117	0.0197	-0.0965
O	2.0507	10.1646	33.2187	-0.0053	0.02	-0.0377
O	-8.2948	-13.2383	28.8559	-0.0014	0.0003	0.0085
O	-8.4136	-3.603	22.9217	-0.0147	0.0092	0.0365
O	-1.351	6.8651	35.6588	-0.0015	-0.0036	-0.0084
N	-20.7202	-8.8667	24.7608	-0.0023	0.0023	0.0312
O	-4.0017	0.39	29.8701	0.0009	-0.002	0.0061
O	7.0327	5.067	31.4208	-0.0044	-0.0002	-0.0052
O	-1.9715	1.6678	28.78	-0.0004	0.0052	0.0216
O	-6.4997	-4.4591	35.4625	-0.0017	0.0022	-0.0226
O	2.7809	14.8636	31.5277	-0.0053	0.0105	-0.0203

Results
free energy: -154111.829 eV
free energy less fixed offsets of N -386.36, O -570.45, Si -639.56 eV per atom: -2.049 eV

The program warned: the cutoff lies below the one the program advises for these potential files; the forces do not sum to zero within the program's tolerance; empty levels may hold ghost states of the PAW files; the exchange-correlation potential is rough where the density is thin.
